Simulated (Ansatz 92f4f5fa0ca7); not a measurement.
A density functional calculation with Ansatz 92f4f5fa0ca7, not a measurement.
Periodic cell of 221 atoms, Si132O87H1N1, from a study of silicon, its oxide and their interface. The atomic structure is a simulated model.
Doubt: the cutoff is far below the 930 eV that the study's wrapper takes by default for these files, so forces and energies are approximate.
This geometry differs little from another in the collection (a relaxation step or a small displacement).

Settings
functional: PBE
potential files: Ansatz PAW
basis: plane waves
wave-function cutoff: 580 eV
density cutoff ratio: 5
exchange-correlation grid ratio: 1
k mesh: 1 x 1 x 1, Gamma-centred
self-consistency stop: 5e-08 eV per atom in the density residual
occupations: fixed
spin: none
net charge: 0

Cell vectors (angstrom)
a, 10.938, 0, 0
b, 0, 10.938, 0
c, 0, 0, 32.0325

Atoms: element, x, y, z (angstrom)
Si, -0.1088, 0.2419, 24.6974
Si, 5.8385, -0.2987, 24.3472
Si, 2.5142, 2.9518, 24.812
Si, 8.5461, 2.4353, 24.5449
Si, 0.3624, 5.2396, 24.6249
Si, 5.1838, 5.9357, 24.3682
Si, 2.7884, 8.0569, 24.5599
Si, 8.1202, 8.4332, 24.6626
Si, 1.3606, 1.4055, 26.0844
Si, 6.8546, 1.3442, 25.7769
Si, 4.2057, 4.2093, 25.8046
Si, 9.5836, 4.1257, 25.8313
Si, 1.4, 6.8324, 25.9856
Si, 6.8223, 6.8698, 25.8324
Si, 4.1116, 9.6413, 25.726
Si, 9.635, 9.6061, 25.9745
Si, 2.7821, -0.0201, 27.2509
Si, 8.1921, 0.0197, 27.2615
Si, -0.0569, 2.7855, 27.312
Si, 5.491, 2.7385, 27.1772
Si, 2.7927, 5.4536, 27.2775
Si, 8.18, 5.4733, 27.2029
Si, 0.0071, 8.1891, 27.2924
Si, 5.4366, 8.242, 27.2049
Si, 4.1018, 1.3673, 28.6143
Si, 9.5708, 1.3673, 28.6143
Si, 1.3673, 4.1018, 28.6143
Si, 6.8362, 4.1018, 28.6143
Si, 4.1018, 6.8362, 28.6143
Si, 9.5708, 6.8362, 28.6143
Si, 1.3673, 9.5708, 28.6143
Si, 6.8362, 9.5708, 28.6143
Si, 0, 0, 29.9815
Si, 5.469, 0, 29.9815
Si, 2.7345, 2.7345, 29.9815
Si, 8.2035, 2.7345, 29.9815
Si, 0, 5.469, 29.9815
Si, 5.469, 5.469, 29.9815
Si, 2.7345, 8.2035, 29.9815
Si, 8.2035, 8.2035, 29.9815
Si, 1.3673, 1.3673, 31.3488
Si, 6.8362, 1.3673, 31.3488
Si, 4.1018, 4.1018, 31.3488
Si, 9.5708, 4.1018, 31.3488
Si, 1.3673, 6.8362, 31.3488
Si, 6.8362, 6.8362, 31.3488
Si, 4.1018, 9.5708, 31.3488
Si, 9.5708, 9.5708, 31.3488
Si, 2.7345, 0, 0.6835
Si, 8.2035, 0, 0.6835
Si, 0, 2.7345, 0.6835
Si, 5.469, 2.7345, 0.6835
Si, 2.7345, 5.469, 0.6835
Si, 8.2035, 5.469, 0.6835
Si, 0, 8.2035, 0.6835
Si, 5.469, 8.2035, 0.6835
Si, 4.1018, 1.3673, 2.0507
Si, 9.5708, 1.3673, 2.0507
Si, 1.3673, 4.1018, 2.0507
Si, 6.8362, 4.1018, 2.0507
Si, 4.1018, 6.8362, 2.0507
Si, 9.5708, 6.8362, 2.0507
Si, 1.3673, 9.5708, 2.0507
Si, 6.8362, 9.5708, 2.0507
Si, 0, 0, 3.418
Si, 5.469, 0, 3.418
Si, 2.7345, 2.7345, 3.418
Si, 8.2035, 2.7345, 3.418
Si, 0, 5.469, 3.418
Si, 5.469, 5.469, 3.418
Si, 2.7345, 8.2035, 3.418
Si, 8.2035, 8.2035, 3.418
Si, 1.3914, 1.3428, 4.7215
Si, 6.9271, 1.2844, 4.7945
Si, 4.0612, 4.1631, 4.7621
Si, 9.4829, 4.1337, 4.7653
Si, 1.3528, 6.8761, 4.8194
Si, 6.8076, 6.8381, 4.7717
Si, 4.164, 9.4552, 4.8488
Si, 9.5364, 9.5991, 4.8255
Si, 2.8312, 0.0048, 6.0795
Si, 8.1565, -0.0944, 6.3693
Si, -0.1733, 2.6141, 5.9721
Si, 5.6042, 2.801, 5.9392
Si, 2.6451, 5.4802, 6.2298
Si, 8.1354, 5.5086, 6.16
Si, -0.0053, 8.2613, 6.1835
Si, 5.4191, 7.9522, 6.3317
Si, 3.9778, 1.7711, 7.2129
Si, 9.8433, 1.1479, 7.5699
Si, 1.4039, 3.7093, 7.2179
Si, 6.6015, 4.2502, 7.4923
Si, 4.2309, 6.2942, 7.7972
Si, 9.3669, 7.0185, 7.4523
Si, 1.2353, 9.8936, 7.395
Si, 7.0088, 9.1151, 7.6511
O, 1.4245, 4.0456, 24.1835
O, 5.4797, 11.0223, 22.7799
O, 2.6707, 2.7139, 6.9918
O, 8.1937, 8.0257, 8.045
N, 5.1988, 4.8881, 8.4014
O, 0.147, 0.097, 7.9808
O, 3.9216, 6.9529, 24.1309
O, 9.6836, 1.3036, 24.2158
O, 2.1639, 9.355, 8.6334
O, 1.0024, 3.4796, 8.8049
O, 9.4791, 1.9024, 9.0043
O, 6.3228, 9.5697, 9.0747
O, 4.3809, 2.115, 8.7869
O, 3.524, 7.0913, 9.0757
O, 7.4117, 3.4351, 8.6764
O, 10.0935, 6.1489, 8.6523
O, 3.1222, 2.0115, 23.5782
O, 4.5286, 1.9089, 21.2072
O, 8.0758, 2.8406, 23.0218
O, 10.8851, 6.0157, 23.2245
O, 6.9935, 9.4917, 24.1021
O, 2.0058, 8.4786, 23.1614
O, 5.7286, 5.8108, 22.8012
O, 0.5797, 10.6743, 23.3046
Si, 2.8524, 8.4215, 9.7772
Si, -1.1409, 3.4413, 19.3155
Si, 3.0654, 10.4928, 19.9049
Si, 1.8557, 2.4404, 19.6578
Si, 6.6084, 2.2905, 14.4528
Si, 9.7558, -1.5577, 13.6021
Si, 2.1567, 19.0452, 15.5954
Si, 9.367, 3.6788, 14.1497
Si, 5.6418, 9.6911, 10.5586
Si, -4.079, 10.9669, 16.7072
Si, 1.6286, 3.9427, 10.2359
Si, 2.6958, 12.2258, 15.1315
Si, 11.2961, 10.5236, 15.7352
Si, 0.021, -2.5704, 11.014
Si, 4.5874, 3.5991, 9.5085
Si, -3.1752, 12.0629, 19.2619
Si, 1.8512, -5.6455, 14.9855
Si, 4.3131, 3.6997, 16.1139
Si, 3.8269, 4.9026, 18.8399
Si, 5.3111, 4.7936, 21.5822
Si, 13.1392, 7.6506, 18.5961
Si, 8.5094, 2.9735, 9.7884
Si, -2.7698, 4.016, 21.9054
Si, 10.5734, -2.9639, 20.161
Si, 8.8629, 6.6358, 14.4884
Si, 3.3716, 2.6185, 22.095
Si, 1.2648, 9.638, 22.2769
Si, 4.6503, 9.7315, 15.1893
Si, -1.5942, -1.0609, 18.057
Si, 5.4629, 11.5183, 21.2288
Si, 9.4959, 6.567, 22.5694
Si, 10.2172, 5.6629, 10.2107
Si, -4.0338, 8.6429, 13.1729
Si, 1.1563, 3.0191, 13.0432
Si, -0.8584, 4.9277, 16.5998
Si, 6.2208, 1.8311, 11.4508
O, -5.4346, 10.1014, 16.5226
O, 4.7108, 4.3001, 17.5866
O, 3.2028, 4.2622, 10.0505
O, 5.4078, 3.1304, 10.8443
O, 1.3245, 0.875, 15.918
O, 2.6877, 14.6757, 19.0784
O, -0.4406, 2.809, 13.3487
O, -0.6177, 9.113, 9.7113
O, 2.3839, 10.4047, 21.3861
O, 0.8171, 5.2919, 10.6032
O, 9.8667, -3.0266, 14.334
O, 3.4552, 2.3055, 16.1565
O, 1.2973, -1.5709, 15.0836
O, -2.5466, 5.3966, 22.7329
O, -1.2723, 8.5177, 18.9068
O, 1.6227, 7.7987, 17.0919
O, 8.1029, -1.0377, 16.9621
O, 11.0565, 9.1063, 21.2397
O, 1.9633, 2.5676, 21.2871
O, 1.6415, 8.0694, 10.8316
O, 4.7816, 5.2526, 20.116
O, -1.2537, 6.8982, 20.9883
O, -1.8553, 6.1628, 16.08
O, -2.7367, 9.6378, 13.1794
O, -0.2489, -0.6948, 17.2158
O, 6.3772, 8.6443, 11.6121
O, 4.0552, 9.2671, 10.496
O, 1.9135, 6.8629, 14.5914
O, 13.1274, 12.9031, 13.7348
O, 5.6685, 9.2907, 14.0084
O, 0.973, 7.241, 19.5833
O, 5.7725, 11.2708, 10.9634
O, -1.3035, 3.5878, 15.7678
O, 10.0191, 7.0015, 11.1529
O, 3.3442, 4.8301, 15.4463
O, 1.3999, 2.8646, 11.4366
O, 7.4058, 7.2052, 13.882
O, 8.9521, 7.8802, 23.352
O, 0.2713, 2.6021, 19.2697
O, -3.979, 11.8894, 20.6759
O, 3.7124, 11.0027, 14.7538
O, 5.6669, 3.3735, 15.255
O, -1.5151, 3.9172, 20.845
O, -4.2397, 4.0093, 21.1955
O, 4.6927, -0.4269, 20.1821
O, 3.2171, 6.3841, 18.5237
O, 3.9991, 4.1048, 22.2868
O, 6.6876, 0.9203, 18.0561
O, 2.7971, 9.1246, 19.0385
O, -0.176, 9.325, 12.3243
O, 5.9191, 1.7866, 13.0624
O, -1.0273, 4.662, 18.2087
O, -1.9742, 10.9585, 19.2151
O, 11.6688, 5.1256, 16.186
O, 7.0223, 1.0269, 15.4167
O, -7.1989, 8.4564, 15.5922
O, -3.0149, 3.0382, 13.8955
O, 13.4, 11.8879, 19.2114
O, 8.4929, 2.5387, 18.9444
O, 1.4857, 4.5122, 13.6093
O, 9.2662, 4.3201, 10.3983
O, 7.7803, 2.1466, 11.0031
O, 10.1217, -0.3079, 14.6024
O, 9.3065, 5.2672, 13.6737
H, -0.3466, 10.0237, 9.4961

Results
free energy: -133793.235 eV
free energy less fixed offsets of H -15.97, N -385.13, O -568.88, Si -635.61 eV per atom: 0.945 eV

Forces (eV/angstrom), in the order of the atoms: element, x, y, z
Si, 0.0331, -0.0262, 0.0197
Si, -0.0071, 0.0038, 0.0141
Si, -0.0046, -0.0024, 0.0328
Si, -0.0137, 0.0208, 0.0173
Si, -0.0174, -0.0124, -0.0154
Si, 0.0174, 0, 0.1047
Si, 0.0074, 0.0045, 0.0115
Si, 0.0118, -0.0112, 0.0099
Si, 0.0106, 0.0108, -0.0191
Si, -0.0147, 0.015, 0.0098
Si, -0.0075, -0.0108, -0.006
Si, -0.0001, 0.011, 0.0041
Si, -0.0077, 0.0108, 0.0235
Si, -0.0158, 0.0063, -0.0211
Si, -0.0038, 0.0044, 0.0048
Si, 0.0078, -0.0142, -0.003
Si, -0.0078, -0.0007, 0.0019
Si, -0.0049, -0.0071, 0.0102
Si, 0.0078, 0.0024, 0.0109
Si, 0.0063, -0.0009, 0.0003
Si, 0.0207, 0.0104, -0.0007
Si, 0.0036, -0.0064, 0.0011
Si, 0.0025, -0.0009, -0.014
Si, -0.0003, -0.0161, -0.0055
Si, 0.2519, 0.1673, -0.2038
Si, -0.3317, 0.1316, 0.3764
Si, 0.1307, 0.101, 0.2398
Si, 0.0734, -0.1706, -0.2839
Si, 0.1622, 0.2684, 0.1328
Si, -0.2681, -0.17, -0.0156
Si, 0.3031, -0.0947, 0.0873
Si, -0.1725, 0.0071, -0.073
Si, 0.0357, 0.0478, -0.0456
Si, 0.0706, 0.0546, 0.0046
Si, -0.043, -0.0031, -0.0456
Si, 0.0115, -0.0451, 0.0401
Si, 0.0646, 0.03, 0.009
Si, 0.0477, 0.0807, -0.0363
Si, -0.0106, 0.0091, 0.0333
Si, -0.0342, -0.0568, -0.0279
Si, 0.0462, 0.0414, -0.0109
Si, -0.0062, 0.0277, -0.0114
Si, -0.068, -0.049, -0.0217
Si, 0.0056, -0.0306, -0.0281
Si, -0.0281, 0.0137, -0.0215
Si, -0.001, -0.0214, 0.0079
Si, -0.0016, -0.0002, -0.0315
Si, 0.0037, 0.0054, -0.0194
Si, -0.0196, -0.0279, 0.0309
Si, -0.0185, 0.0319, 0.0254
Si, -0.0211, -0.0162, 0.0059
Si, 0.0776, -0.0152, 0.0065
Si, -0.0327, 0.0584, 0.0244
Si, 0.0368, 0.0028, 0.0377
Si, 0.0722, -0.0376, 0.0039
Si, -0.0411, 0.0213, 0.0033
Si, -0.1013, 0.0769, 0.0826
Si, 0.0959, 0.1034, -0.0175
Si, 0.0513, -0.0919, -0.0008
Si, -0.1688, -0.1456, 0.0216
Si, 0.0356, -0.0181, -0.0335
Si, 0.0075, 0.0307, 0.0329
Si, -0.0845, -0.0187, 0.0383
Si, 0.0118, -0.0154, -0.0461
Si, -0.1523, -0.2012, -0.1306
Si, 0.2442, -0.5258, 0.4189
Si, 0.0219, 0.2685, -0.2582
Si, -0.0549, -0.2796, -0.284
Si, -0.0257, 0.1248, 0.3028
Si, -0.18, 0.1683, -0.3052
Si, 0.0745, -0.0668, 0.1185
Si, -0.0966, 0.1985, 0.149
Si, 0.0076, -0.0201, -0.011
Si, -0.0105, 0.0023, 0.0055
Si, 0.0205, -0.0041, -0.0075
Si, 0.0033, -0.0189, 0.0006
Si, -0.0024, 0.0027, 0.0116
Si, -0.0077, -0.006, -0.0105
Si, -0.0197, 0.0096, -0.0015
Si, 0.0019, -0.0045, -0.0197
Si, 0.0047, -0.0045, 0.036
Si, -0.0056, 0.0187, 0.0075
Si, -0.0142, 0.0206, -0.0027
Si, -0.0169, -0.0048, 0.0495
Si, -0.0567, -0.0283, 0.029
Si, -0.036, -0.0128, 0.0297
Si, 0.0152, -0.0147, 0.0342
Si, 0.0438, 0.0255, 0.0056
Si, 0.0595, -0.0479, -0.132
Si, -0.0341, -0.0088, -0.0166
Si, 0.0109, 0.1311, -0.0912
Si, 0.0125, 0.0172, -0.0873
Si, -0.0165, 0.0005, -0.0121
Si, 0.024, 0.0324, -0.0269
Si, 0.0199, -0.011, -0.0848
Si, -0.0221, -0.0036, -0.0602
O, -0.0113, 0.0042, -0.0231
O, -0.0031, 0.0088, -0.0501
O, 0.0152, -0.0546, -0.0023
O, -0.0021, -0.0099, 0.0198
N, 0.0107, -0.069, 0.0445
O, -0.0015, 0.0131, 0.0154
O, -0.0065, 0.0327, -0.0473
O, 0.0042, -0.0008, -0.0111
O, 0.0119, -0.0112, 0.023
O, -0.0329, -0.0126, 0.0766
O, -0.0118, 0.021, 0.0214
O, -0.0176, 0.0123, 0.0551
O, 0.0285, 0.0068, 0.0553
O, -0.0179, 0.0261, 0.0162
O, 0, -0.0064, 0.0068
O, 0.0091, -0.0256, 0.0338
O, 0.0143, -0.0145, -0.0328
O, 0.0051, 0.0013, -0.0001
O, -0.0012, 0.0079, -0.0353
O, -0.0014, 0.0075, -0.0024
O, -0.0062, -0.0037, -0.007
O, -0.0187, 0.0113, -0.0181
O, 0.0035, -0.0154, -0.076
O, -0.0016, 0.0087, -0.0173
Si, 0.0077, 0.0045, 0.0098
Si, -0.0022, 0.0062, 0.0015
Si, 0.0024, 0.0026, 0.0058
Si, -0.0008, -0.0023, 0.003
Si, -0.0017, 0, 0.0029
Si, 0.0036, 0.0009, 0.0022
Si, -0.0008, 0.0011, -0.0007
Si, 0.0043, -0.0004, 0.0058
Si, 0, -0.0145, -0.008
Si, -0.0038, 0.0014, -0.0013
Si, -0.0178, 0.0044, 0.0155
Si, 0.0006, 0.0008, 0.0054
Si, -0.0002, 0.0019, 0.0025
Si, -0.0004, 0.0029, 0.0065
Si, -0.0095, 0.0317, 0.0066
Si, -0.0068, 0.0041, 0.0007
Si, 0.0003, 0.0004, 0.0048
Si, 0.0004, 0.0017, 0.0048
Si, 0.0067, 0.0033, 0.001
Si, 0.0101, 0.0152, -0.0008
Si, -0.0029, 0.0006, -0.0035
Si, 0.0138, -0.0017, 0.0148
Si, -0.0045, -0.0005, -0.0026
Si, -0.0071, 0.002, 0.0145
Si, -0.0006, 0.0019, 0.0088
Si, -0.0029, -0.0052, 0.0051
Si, 0.0024, -0.0147, -0.0061
Si, -0.0004, -0.001, 0.0018
Si, 0.0063, -0.0065, 0
Si, -0.0038, -0.001, 0.0054
Si, 0.0022, 0.0069, -0.0061
Si, 0.0009, 0.0013, 0.0014
Si, -0.0056, 0.003, 0.003
Si, 0.0016, -0.0043, 0.0044
Si, -0.0028, 0.0018, 0.0066
Si, 0.0055, -0.0059, 0.0164
O, 0.0008, 0.0006, -0.0049
O, -0.0012, 0.0005, -0.0049
O, 0.0109, 0.0148, -0.0152
O, 0.0143, -0.0099, 0.0181
O, -0.0006, -0.0009, -0.0045
O, 0.0016, 0.0016, -0.004
O, -0.0022, 0.0022, -0.0046
O, -0.0026, -0.0465, 0.023
O, 0.0092, 0.0044, -0.0117
O, -0.0084, 0.003, -0.0059
O, 0.0016, 0.0023, -0.0045
O, 0.0022, 0.0055, -0.0041
O, 0.0008, -0.0014, -0.0037
O, 0.0039, -0.0062, 0.0007
O, -0.0021, 0.0055, -0.0076
O, 0.0012, 0.0001, -0.0029
O, 0.0022, 0.0001, -0.0032
O, -0.0081, -0.0093, -0.0177
O, -0.0067, -0.0012, -0.0089
O, -0.0161, -0.003, -0.0009
O, -0.0098, -0.0007, -0.0118
O, 0.0043, 0.0057, -0.0106
O, 0.001, -0.001, -0.0034
O, 0.003, -0.0008, -0.0077
O, -0.0018, -0.0009, -0.0043
O, 0.0066, -0.0034, 0.0074
O, 0.0047, 0.0024, -0.0071
O, 0.0003, 0.0014, -0.0049
O, 0.0026, -0.001, -0.0042
O, -0.0012, 0.0002, -0.0031
O, 0.0116, -0.0029, -0.0058
O, 0.0051, 0.0149, -0.0092
O, 0.0008, 0.0027, -0.0025
O, 0.0049, 0.0008, -0.0094
O, 0.0005, -0.0015, -0.0063
O, 0.0014, -0.0031, 0.0033
O, 0.0011, -0.0014, -0.0065
O, 0.0076, -0.0104, -0.0169
O, -0.0002, -0.0006, -0.0031
O, 0.0078, 0, -0.0021
O, 0.0019, -0.0025, -0.0048
O, 0.0006, -0.0009, -0.0075
O, 0.0126, -0.0032, -0.0086
O, -0.0037, -0.002, -0.0005
O, -0.0038, -0.0031, -0.0055
O, -0.0016, 0.0013, 0
O, 0.0014, -0.0007, -0.0009
O, 0.002, -0.0019, -0.0045
O, -0.0003, -0.0056, -0.0037
O, -0.0076, 0.0049, -0.0031
O, 0.0003, 0.0042, 0.0019
O, 0.0019, -0.001, -0.0079
O, 0.0014, -0.0002, 0.0019
O, -0.0011, -0.0006, -0.0063
O, 0.0004, -0.0016, -0.0037
O, 0.0011, 0.0035, -0.0073
O, -0.0014, 0.0007, -0.0047
O, -0.0004, 0.0025, -0.005
O, 0.0004, -0.0032, -0.0025
O, 0.0012, 0.0028, -0.0038
O, -0.002, 0.0005, -0.012
O, -0.0139, -0.0094, -0.001
O, 0.0029, 0.0006, -0.0033
O, 0.0006, -0.002, -0.009
H, 0.0138, 0.0425, 0.001

The program warned: the cutoff lies below the one the program advises for these potential files; the forces do not sum to zero within the program's tolerance; the exchange-correlation potential is rough where the density is thin.
